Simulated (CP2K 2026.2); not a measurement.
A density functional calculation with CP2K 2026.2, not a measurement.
Periodic cell of 444 atoms, Si328O116, from a study of silicon, its oxide and their interface. The atomic structure is a simulated model.
Doubt: the forces sum to 1.87 eV/angstrom along one axis rather than to zero, so they err by at least 0.0042 eV/angstrom per atom on average; the grid cutoff is modest.

Settings
functional: PBE
method: Gaussian and plane waves
basis set: DZVP-MOLOPT-SR-GTH
pseudopotentials: GTH-PBE
grid cutoff: 350 Ry, relative cutoff 50 Ry
k points: Gamma only
occupations: fixed
spin: none
net charge: 0

Cell vectors (angstrom)
a	16.4025	0	0
b	0	16.4025	0
c	0	0	30.6677

Atoms: element, x, y, z (angstrom)
Si	0.3474	15.9103	0.141
Si	2.4418	3.1682	0.0546
Si	0.0075	5.1193	0.0654
Si	2.2479	8.5717	0.1749
Si	16.3748	10.6551	0.26
Si	2.5526	13.679	0.3566
Si	5.623	15.995	30.429
Si	7.5431	3.186	0.2305
Si	5.2709	5.5541	0.1641
Si	8.1334	8.1725	30.5497
Si	4.767	11.4967	30.6099
Si	7.9784	13.891	30.6492
Si	11.1959	16.3451	0.1342
Si	13.2801	2.8827	0.2858
Si	10.9521	5.0587	0.3214
Si	13.3441	8.3846	30.6509
Si	11.0768	10.5667	30.5893
Si	13.532	14.0963	0.1366
Si	1.3923	1.3425	1.2982
Si	3.8523	4.2813	1.5475
Si	1.1295	6.8434	1.3786
Si	3.8911	9.7452	1.4048
Si	1.1508	12.2746	1.5744
Si	4.0848	15.0601	1.4233
Si	6.5568	1.3445	1.2787
Si	9.3332	4.0086	1.6024
Si	6.7011	6.9614	1.3924
Si	9.5378	9.456	1.3286
Si	6.6735	12.3437	1.2507
Si	9.4653	15.1506	1.3187
Si	12.1978	1.3659	1.6918
Si	14.995	3.9618	1.5204
Si	12.1852	6.7841	1.3871
Si	14.8464	9.4514	1.5323
Si	12.2672	12.2817	1.2175
Si	15.0835	15.0364	1.6071
Si	16.3719	2.5972	2.8184
Si	2.7336	0.0552	2.7764
Si	16.2149	8.1061	2.8626
Si	2.5254	5.606	2.8704
Si	16.2911	13.62	2.9711
Si	2.5707	10.9605	2.8997
Si	5.2602	2.7387	2.7427
Si	8.0726	0.082	2.7201
Si	5.3455	8.3487	2.7379
Si	8.0256	5.5335	2.8164
Si	5.4169	13.6732	2.7825
Si	8.099	10.92	2.6159
Si	10.746	2.6799	2.9513
Si	13.6659	0.0095	2.9109
Si	10.8365	8.1434	2.7935
Si	13.5992	5.4349	2.7947
Si	10.8469	13.6647	2.6396
Si	13.549	10.9531	2.7747
Si	1.2641	4.0802	4.1767
Si	4.0232	1.3869	4.2181
Si	1.2252	9.5107	4.2055
Si	4.0067	6.9306	4.1511
Si	1.3479	15.046	4.1681
Si	4.0274	12.3232	4.1862
Si	6.681	4.0939	4.1413
Si	9.394	1.3164	4.2494
Si	6.7639	9.6287	4.1123
Si	9.4605	6.8218	4.1914
Si	6.7937	15.0526	4.1294
Si	9.4731	12.2931	4.0342
Si	12.2012	4.0925	4.1888
Si	15.0107	1.3476	4.2771
Si	12.1905	9.561	4.1395
Si	14.9061	6.7599	4.253
Si	12.2127	14.9833	4.1377
Si	14.8973	12.2444	4.2466
Si	16.3759	16.3624	11.011
Si	2.7073	2.6863	11.0359
Si	16.3607	5.4373	11.0067
Si	2.6863	8.1728	11.0065
Si	16.3561	10.8913	11.007
Si	2.7078	13.6313	11.0042
Si	5.441	16.3707	11.024
Si	8.1761	2.7146	11.0096
Si	5.445	5.4425	11.0216
Si	8.1825	8.1895	11.0094
Si	5.4359	10.9125	10.996
Si	8.1747	13.6471	11.0196
Si	10.9056	16.3798	11.0062
Si	13.6359	2.7199	10.9969
Si	10.911	5.4591	10.9964
Si	13.6318	8.1786	11.0069
Si	10.896	10.9144	11.0307
Si	13.6377	13.6338	11.0225
Si	1.3511	1.2972	12.3999
Si	4.1004	4.0451	12.385
Si	1.3215	6.7981	12.3736
Si	4.0721	9.5361	12.3516
Si	1.3482	12.2441	12.3588
Si	4.0835	14.9798	12.3831
Si	6.8216	1.3344	12.3817
Si	9.5704	4.0812	12.3639
Si	6.8405	6.8054	12.3715
Si	9.5526	9.5362	12.4027
Si	6.8174	12.2601	12.3676
Si	9.5678	14.996	12.3816
Si	12.2843	1.3502	12.3592
Si	15.0129	4.069	12.377
Si	12.2966	6.8028	12.3812
Si	15.009	9.5157	12.3901
Si	12.2809	12.2649	12.4018
Si	15.0286	14.9895	12.3825
Si	16.3762	2.682	13.732
Si	2.7265	16.3224	13.7793
Si	16.3638	8.1419	13.7781
Si	2.705	5.4147	13.6972
Si	0.0205	13.622	13.7372
Si	2.6867	10.8568	13.7364
Si	5.478	2.6916	13.7795
Si	8.2109	16.3763	13.728
Si	5.4784	8.2002	13.6969
Si	8.2251	5.4446	13.7415
Si	5.4434	13.5923	13.7412
Si	8.191	10.9223	13.7574
Si	10.9705	2.7533	13.7349
Si	13.6475	16.374	13.7111
Si	10.9498	8.1702	13.7576
Si	13.6916	5.4639	13.7605
Si	10.9363	13.646	13.7788
Si	13.6499	10.8799	13.7576
Si	1.3649	4.0367	15.076
Si	4.1078	1.2912	15.1388
Si	1.3387	9.4933	15.1414
Si	4.1103	6.7926	14.981
Si	1.4102	14.9067	15.1734
Si	4.0791	12.1888	15.0967
Si	6.895	4.0613	15.1242
Si	9.5944	1.3762	15.058
Si	6.8082	9.5652	15.1088
Si	9.6084	6.7944	15.1218
Si	6.8592	14.9541	15.0561
Si	9.5922	12.2473	15.147
Si	12.3544	4.1058	15.1341
Si	15.0128	1.3064	15.0857
Si	12.3253	9.4995	15.1629
Si	15.0348	6.7845	15.2142
Si	12.3101	15.0434	15.1254
Si	15.0367	12.2657	15.0725
Si	16.3743	16.3156	16.4188
Si	2.7038	2.6712	16.4619
Si	0.0621	5.3645	16.5252
Si	2.7726	8.0681	16.4065
Si	16.3423	10.8879	16.476
Si	2.7742	13.4635	16.5732
Si	5.5151	16.2743	16.438
Si	8.3193	2.7206	16.4944
Si	5.4831	5.4943	16.3581
Si	8.2445	8.2247	16.4089
Si	5.3732	10.8298	16.5236
Si	8.2047	13.6232	16.4722
Si	10.9516	0.0679	16.4551
Si	13.7233	2.7127	16.4854
Si	11.0326	5.4933	16.529
Si	13.6553	8.1568	16.6328
Si	10.9741	10.8784	16.5277
Si	13.7271	13.6741	16.4294
Si	1.2974	1.2491	17.7963
Si	4.1217	4.1257	17.7055
Si	1.4711	6.731	17.8454
Si	3.9881	9.4002	17.9029
Si	1.3416	12.0581	17.9948
Si	4.2567	14.8223	17.8673
Si	6.9448	1.2529	17.7274
Si	9.712	4.1253	17.8887
Si	6.7977	6.9349	17.7113
Si	9.6385	9.4424	17.9019
Si	6.8403	12.1704	17.7989
Si	9.571	15.08	17.8054
Si	12.2777	1.4854	17.9008
Si	15.1955	3.9196	17.9189
Si	12.3346	6.7806	18.0816
Si	15.0599	9.5501	17.9622
Si	12.3981	12.3145	17.7836
Si	15.0908	14.9704	17.8485
Si	0.0983	2.4986	19.4438
Si	2.7233	16.2105	18.932
Si	0.3419	8.3095	19.1684
Si	2.892	5.4015	19.2903
Si	0.0682	13.6004	19.2939
Si	2.1462	10.0716	19.266
Si	5.5653	2.7086	18.8434
Si	8.282	0.0356	19.2869
Si	5.4877	8.2114	19.286
Si	8.2349	5.5853	18.9095
Si	5.7047	13.4856	19.3546
Si	8.2446	10.8743	19.127
Si	11.0925	2.9636	19.5254
Si	13.6484	16.3838	19.0619
Si	10.8892	8.1412	19.5704
Si	13.9278	5.3523	19.2293
Si	11.0055	13.6828	19.0478
Si	13.6585	11.0567	19.3335
Si	1.968	3.606	20.538
Si	4.0683	1.3526	19.917
Si	2.8706	10.525	21.4925
Si	4.6253	6.4657	20.6755
Si	1.9139	14.6296	20.5062
Si	4.0868	12.5319	20.9511
Si	6.8196	4.2436	20.0831
Si	9.8239	1.3438	20.788
Si	7.0839	9.4621	20.6229
Si	9.0021	6.8695	20.7433
Si	7.4528	14.647	20.6401
Si	9.601	12.3538	20.3027
Si	13.0733	3.9311	20.9652
Si	14.7626	1.2162	20.7043
Si	11.8822	10.1473	20.6543
Si	15.2762	6.8222	20.5329
Si	11.9686	15.3739	20.4086
Si	15.0157	12.5432	20.7961
Si	12.415	8.0623	24.7102
Si	9.8332	9.3595	24.4444
Si	16.3254	10.6521	22.9267
Si	4.3253	8.2425	23.288
Si	8.2347	4.4119	22.5715
Si	7.2211	3.7253	28.0787
Si	1.7285	3.5394	26.1294
Si	15.4418	2.9457	24.9671
Si	2.6414	3.3519	23.3445
Si	13.9531	15.1538	22.327
Si	2.3588	7.678	25.8373
Si	8.0859	10.669	26.3163
Si	4.0568	3.1503	27.9964
Si	12.2473	2.8849	25.7968
Si	9.7189	12.3534	28.3914
Si	3.6548	14.5986	23.0301
Si	5.7316	0.1235	22.2479
Si	14.931	5.1288	23.0821
Si	12.409	12.6466	27.1972
Si	12.1535	11.0095	24.8223
Si	0.07	9.6562	25.7972
Si	7.0278	9.758	23.6265
Si	4.936	0.2946	27.2984
Si	1.2803	1.164	24.7925
Si	9.2892	6.0465	28.4744
Si	5.7983	2.9549	23.5098
Si	15.8822	6.7955	25.6318
Si	0.0069	13.8001	26.6914
Si	13.9883	13.4595	24.9204
Si	4.0111	7.3675	28.5076
Si	6.1542	9.6628	28.6591
Si	7.1893	1.7236	25.8068
Si	9.71	2.1602	23.9329
Si	15.2381	11.4599	28.1044
Si	11.9267	5.8522	26.8671
Si	12.6085	1.2598	28.5013
Si	13.8917	8.7398	22.2959
Si	14.4518	6.3951	28.4925
Si	14.8339	15.5635	28.5158
Si	2.6598	14.9742	25.7157
O	15.8445	0.0026	29.4993
O	1.4726	14.7482	30.2292
O	1.2125	4.1315	30.0836
O	3.5129	2.801	29.4989
O	15.3702	5.4843	29.4887
O	2.8418	8.0362	29.401
O	7.1281	9.3355	29.9255
O	1.6564	16.0164	24.941
O	1.1501	9.6976	30.255
O	3.5645	12.6195	30.1604
O	6.4396	0.4199	26.546
O	6.855	14.9539	30.0436
O	7.8503	2.8284	29.3066
O	12.5949	6.997	25.9078
O	4.5899	6.0737	29.3555
O	7.2462	10.8692	24.8721
O	10.4049	6.3184	27.2824
O	8.774	7.431	29.1809
O	7.9733	5.1942	27.97
O	8.8255	11.9493	27.0473
O	15.7083	15.1789	27.1846
O	12.0869	2.06	27.1823
O	11.2612	0.757	29.3145
O	13.5782	2.1652	29.4768
O	12.1426	4.0017	30.5341
O	10.1349	5.2161	29.573
O	15.3402	6.556	27.1424
O	14.1284	7.7948	29.291
O	10.1969	11.0326	29.2429
O	12.2329	9.4795	30.0278
O	14.3133	14.197	29.2994
O	15.3956	11.0989	29.6669
O	3.0775	2.3708	20.7871
O	4.2618	3.3511	23.1879
O	4.9593	0.2998	20.8306
O	3.8708	15.6313	26.6043
O	3.2859	7.8803	24.5033
O	1.419	10.6059	22.2965
O	5.7446	5.2515	20.8879
O	2.0293	1.8246	23.4911
O	2.7734	13.2378	20.2025
O	2.3199	14.9735	22.1148
O	4.4629	13.3691	22.3381
O	6.7742	4.2587	23.3346
O	9.8142	1.3837	22.495
O	6.2487	1.6146	22.6626
O	11.1755	2.2374	24.7143
O	7.9547	8.1069	21.0245
O	6.7475	10.2809	22.086
O	8.8229	5.8949	22.1405
O	6.9262	15.428	22.0246
O	8.6074	13.4743	21.1347
O	10.6852	11.2981	21.0759
O	13.4343	4.7917	22.4254
O	15.5678	3.673	23.4992
O	13.7759	2.4415	21.2528
O	14.8786	0.0877	21.9844
O	12.705	9.8497	22.0875
O	1.1256	6.5942	25.5967
O	15.7441	6.0128	21.9472
O	14.041	7.8774	20.9281
O	12.3639	15.3926	22.0246
O	10.7443	0.033	20.4303
O	15.5897	11.9421	22.2496
O	14.2752	13.9307	21.2899
O	2.2963	4.1563	24.7238
O	1.8787	4.1309	22.1289
O	5.7793	8.7183	23.9488
O	9.2835	9.5854	25.9785
O	3.7863	9.4748	22.3665
O	13.6606	11.8338	27.8691
O	9.3225	3.7188	23.5749
O	10.753	10.6785	24.0135
O	8.5244	9.0659	23.5283
O	4.6211	15.9064	23.2839
O	3.284	14.0602	24.5285
O	7.9372	3.5773	21.178
O	8.5053	1.4291	24.8358
O	15.0708	5.91	24.5351
O	16.0595	1.4297	24.7568
O	15.3726	9.3591	22.5985
O	14.0621	14.6944	23.8821
O	1.5952	9.1178	26.169
O	0.1108	10.7261	24.5577
O	5.2184	10.9136	29.122
O	2.7964	4.0031	27.2937
O	5.2674	8.3655	28.2658
O	13.8485	2.8471	25.3634
O	7.7729	2.8328	26.828
O	7.0214	10.045	27.3506
O	12.8897	9.5785	25.1341
O	5.5658	3.8405	27.9866
O	4.2485	1.7533	27.1976
O	5.0692	16.34	28.8883
O	1.8426	1.9016	26.1353
O	0.0478	3.7418	26.0751
O	10.8142	8.0612	24.3537
O	11.6359	11.5736	26.249
O	13.0636	13.8218	26.2422
O	15.5567	13.2514	25.3871
O	13.2613	12.1083	24.2553
O	3.3101	7.1085	27.0395
O	15.6176	8.3667	25.2767
O	4.4046	6.9529	22.2794
O	6.4771	4.4391	30.5563
O	8.7702	13.3008	29.3118
O	11.1487	13.1756	28.097
O	11.8349	4.4465	26.0435
O	5.9395	2.4532	25.047
O	12.9996	5.7171	28.1042
O	15.7147	10.2577	27.1018
O	12.2934	15.1496	30.5483
O	16.2865	12.6696	27.8388
O	13.3432	7.6868	23.4294
O	1.619	14.0218	26.5337
O	13.5705	0.0405	28.0034
Si	16.3849	16.3676	5.5865
Si	2.6543	2.7504	5.5678
Si	16.3171	5.4152	5.5829
Si	2.6473	8.2098	5.5748
Si	16.3006	10.8948	5.5763
Si	2.6794	13.6808	5.5582
Si	5.4128	16.3897	5.5328
Si	8.0618	2.747	5.5525
Si	5.3565	5.4933	5.5143
Si	8.1031	8.2312	5.5138
Si	5.4113	10.9497	5.5306
Si	8.1544	13.6574	5.4835
Si	10.8466	16.3499	5.5266
Si	13.5929	2.7329	5.5635
Si	10.8423	5.4607	5.5547
Si	13.555	8.2007	5.5459
Si	10.8228	10.9409	5.4856
Si	13.5569	13.6496	5.5678
Si	1.3285	1.3514	6.9402
Si	4.0356	4.1087	6.919
Si	1.3018	6.7994	6.9222
Si	4.0505	9.571	6.9094
Si	1.3018	12.2824	6.9002
Si	4.0651	15.0263	6.9174
Si	6.7527	1.3505	6.9218
Si	9.4805	4.0815	6.9057
Si	6.7601	6.8347	6.8851
Si	9.492	9.5695	6.8836
Si	6.7967	12.3028	6.883
Si	9.5039	14.9905	6.9057
Si	12.2265	1.3274	6.8958
Si	14.9637	4.0655	6.9541
Si	12.2156	6.826	6.9156
Si	14.9432	9.5287	6.9314
Si	12.1977	12.2663	6.904
Si	14.9747	15.0008	6.9156
Si	16.3548	2.7048	8.3021
Si	2.7019	16.3824	8.2915
Si	16.3374	8.1692	8.2788
Si	2.678	5.4502	8.3011
Si	16.3441	13.635	8.2819
Si	2.6803	10.927	8.2729
Si	5.4041	2.7268	8.2864
Si	8.1462	16.3796	8.2664
Si	5.4123	8.19	8.2764
Si	8.1371	5.4691	8.265
Si	5.4386	13.6564	8.2708
Si	8.1481	10.9313	8.2667
Si	10.8666	2.7076	8.2604
Si	13.6153	16.3803	8.2739
Si	10.8629	8.2072	8.2663
Si	13.5977	5.4598	8.2779
Si	10.8719	13.6408	8.2892
Si	13.5855	10.9138	8.2774
Si	1.3333	4.0603	9.6675
Si	4.0684	1.3367	9.66
Si	1.3196	9.5373	9.6309
Si	4.0631	6.8092	9.6548
Si	1.3318	14.9967	9.6395
Si	4.0715	12.2806	9.6283
Si	6.7979	4.0829	9.6421
Si	9.5225	1.3336	9.6376
Si	6.8008	9.5461	9.6357
Si	9.5259	6.8215	9.6326
Si	6.8037	15.0106	9.6507
Si	9.5217	12.2705	9.6557
Si	12.2492	4.0726	9.6284
Si	14.9946	1.3288	9.6521
Si	12.2428	9.5444	9.6535
Si	14.9836	6.8017	9.6455
Si	12.265	15.0006	9.6469
Si	14.98	12.2599	9.6435

Results
total energy: -85942.761 eV
total energy less fixed offsets of O -438.35, Si -107.03 eV per atom: 11.679 eV

Forces (eV/angstrom), in the order of the atoms: element, x, y, z
Si	0.1179	-0.0631	-0.3202
Si	-0.0155	-0.0634	-0.1302
Si	-0.0568	-0.0034	-0.1923
Si	-0.0073	0.1198	-0.4359
Si	-0.0968	0.0555	-0.2496
Si	-0.167	0.0164	-0.2656
Si	-0.1477	0.3368	-0.1811
Si	0.1797	-0.0577	-0.3596
Si	0.013	0.1029	-0.3492
Si	-0.1297	-0.0237	-0.2247
Si	-0.26	0.07	0.0289
Si	0.0996	-0.0534	-0.0863
Si	0.1555	0.3435	-0.3297
Si	-0.0301	-0.16	-0.3079
Si	0.1341	-0.2498	-0.2845
Si	0.0395	-0.1802	-0.2039
Si	0.2005	0.186	-0.1142
Si	0.0273	-0.1899	-0.3461
Si	-0.0248	0.0605	-0.2902
Si	0.0635	-0.1577	-0.2013
Si	0.034	-0.082	-0.3063
Si	0.0573	0.0532	-0.2294
Si	-0.0369	-0.1595	-0.2627
Si	0.1083	0.0344	-0.2648
Si	-0.0152	-0.1749	-0.1466
Si	-0.0768	0.0918	-0.125
Si	0.0699	0.0552	-0.2419
Si	-0.0267	0.0205	-0.0991
Si	-0.1063	-0.0109	-0.1576
Si	0.08	-0.0436	-0.2471
Si	0.0642	0.0257	-0.2663
Si	-0.2222	0.0679	-0.2648
Si	0.092	0.1109	-0.2684
Si	-0.0791	0.0303	-0.2585
Si	0.0341	0.0083	-0.3252
Si	0.0202	0.0527	-0.0974
Si	0.0929	-0.0458	-0.0819
Si	0.0022	0.0061	-0.0099
Si	0.0096	0.0059	0.1232
Si	-0.023	0.08	0.0956
Si	-0.091	-0.0417	0.1787
Si	-0.0099	-0.0854	0.1727
Si	-0.0259	0.047	0.1003
Si	-0.1043	-0.0024	-0.1561
Si	-0.0611	0.0587	-0.074
Si	-0.0226	-0.0039	0.1808
Si	0.1466	-0.0353	0.0793
Si	-0.0774	-0.023	-0.1169
Si	-0.0601	0.0481	0.1995
Si	-0.0081	-0.0197	0.1703
Si	0.0622	-0.0491	0.0427
Si	-0.0291	-0.0332	-0.0482
Si	0.1604	0.0771	-0.0399
Si	-0.1253	0.1063	-0.0267
Si	0.0084	0.0093	-0.0301
Si	-0.0642	0.0296	-0.0356
Si	0.0625	0.0481	-0.0894
Si	-0.0079	-0.0458	-0.0212
Si	-0.0199	0.0446	-0.0653
Si	-0.0128	-0.0203	-0.0626
Si	0.0365	0.0035	-0.1587
Si	0.0959	0.0416	-0.0063
Si	0.0246	-0.0387	0
Si	-0.062	0.0647	-0.0591
Si	-0.1505	-0.0317	-0.0375
Si	0.0262	0.0324	-0.0457
Si	-0.0466	0.0328	-0.0924
Si	-0.0128	-0.05	-0.0178
Si	-0.0104	0.0194	-0.0318
Si	0.0037	0.0178	-0.0454
Si	0.058	-0.0444	-0.1638
Si	0.0256	0.0446	-0.0034
Si	-0.0083	-0.0084	0
Si	0.0312	-0.0433	0.0013
Si	0.0035	-0.0152	0.0003
Si	0.0289	-0.0052	-0.0019
Si	0.0149	-0.0168	0.0071
Si	0.0173	0	0.0056
Si	0.0175	0.0118	-0.0041
Si	0.0037	-0.0147	0.0095
Si	0.0106	-0.0239	-0.0089
Si	0.0181	-0.0384	-0.0074
Si	-0.0082	-0.0176	-0.0089
Si	-0.0216	-0.006	-0.0117
Si	0.0044	-0.0017	-0.0037
Si	-0.0098	-0.0242	-0.0013
Si	-0.0056	-0.0362	0.0058
Si	0.0024	-0.0155	0.0118
Si	-0.0213	0.0211	0.0104
Si	0.0287	-0.0231	0.0086
Si	-0.0177	-0.0047	0.0073
Si	-0.0206	0.0219	-0.0168
Si	-0.0239	-0.0137	-0.0047
Si	-0.0132	0.0192	-0.0043
Si	-0.0023	0.0258	0.0015
Si	-0.029	0.0143	0.0132
Si	-0.0132	-0.0065	-0.0179
Si	-0.0002	0.0361	-0.0193
Si	-0.0198	0.0329	-0.0015
Si	-0.0126	-0.0231	0.0223
Si	0.0154	0.0307	-0.003
Si	-0.0089	0.0234	0.0052
Si	0.0227	0.0178	-0.0074
Si	0.012	0.0062	0.016
Si	0.0106	0.0192	-0.0076
Si	-0.0095	0.0103	0.0015
Si	-0.0131	0.0012	-0.0096
Si	0.012	0.0302	-0.0096
Si	0.0225	0.0134	-0.0168
Si	0.0321	0.0084	0.0118
Si	0.0479	0.0088	0.057
Si	0.0508	-0.0405	-0.0269
Si	-0.001	-0.0295	0.009
Si	0.0653	-0.0041	0.0142
Si	-0.0105	-0.039	0.0397
Si	-0.0078	0.0024	0.0149
Si	0.0008	-0.0516	-0.0302
Si	0.0237	-0.0669	0.0202
Si	0.0354	0.005	-0.0123
Si	-0.0621	0.0618	-0.0036
Si	-0.0397	-0.0671	0.0147
Si	-0.0115	-0.0112	-0.0236
Si	-0.0011	0.0046	0.0007
Si	-0.0424	-0.0318	0.0193
Si	-0.0016	-0.0327	0.0245
Si	0.0197	0.0144	0.0047
Si	-0.0075	0.0036	0.0237
Si	0.0223	-0.0576	-0.0282
Si	-0.0049	0.0223	0.0031
Si	0.0219	0.0096	-0.0082
Si	0.0118	-0.004	0.0622
Si	-0.0822	0.0404	0.004
Si	-0.0225	0.0696	-0.0004
Si	0.0747	-0.0075	-0.0307
Si	0.0244	-0.0512	-0.0007
Si	-0.0287	0.0088	0.0203
Si	-0.0175	-0.0294	-0.0214
Si	-0.0384	0.0228	-0.0106
Si	0.0885	0.0483	-0.0058
Si	-0.0557	-0.0475	0.0034
Si	-0.0317	0.0234	0.0585
Si	-0.0297	-0.0261	0.1049
Si	0.0531	0.1162	-0.03
Si	0.0072	-0.0134	0.0222
Si	0.0351	0.0582	-0.0441
Si	-0.0029	0.0482	0.0872
Si	-0.0027	-0.0421	0
Si	-0.0569	-0.0519	0.0262
Si	0.1114	0.0129	0.2377
Si	-0.0404	-0.0842	0.1761
Si	-0.0603	-0.0026	0.0973
Si	0.072	-0.0813	0.0176
Si	-0.0775	-0.0163	0.1008
Si	-0.0453	0.0252	0.0793
Si	0.0143	-0.0146	0.0381
Si	-0.012	0.0697	0.1196
Si	-0.105	-0.0755	0.2739
Si	-0.1055	-0.0282	0.1954
Si	0.0035	-0.0484	0.0611
Si	0.0926	-0.0018	0.0345
Si	0.0905	-0.1029	0.0318
Si	-0.0139	-0.1167	-0.0399
Si	-0.0143	0.0458	-0.0735
Si	0.0044	0.1141	-0.1984
Si	0.0489	-0.1235	0.0453
Si	0.0448	0.0563	0.0916
Si	0.1072	-0.0501	-0.1093
Si	0.186	-0.1379	-0.1719
Si	0.0447	-0.2286	0.0372
Si	0.1077	-0.2301	0.0654
Si	-0.0616	0.1808	-0.0129
Si	0.0367	-0.1445	0.0734
Si	-0.046	0.1108	-0.0757
Si	0.1357	0.159	-0.2015
Si	-0.0275	0.0677	-0.0826
Si	0.1143	-0.1673	-0.095
Si	-0.0646	0.0642	0.1311
Si	-0.1863	0.0143	0.1112
Si	0.0758	-0.0259	-0.0294
Si	-0.0178	-0.0903	0.2095
Si	-0.0463	-0.0039	0.2807
Si	-0.0263	-0.0268	0.1132
Si	-0.0667	0.0362	0.097
Si	0.0905	0.0573	0.1693
Si	0.0885	0.0916	0.204
Si	-0.2143	0.1211	-0.1868
Si	0.0922	0.1723	0.2453
Si	0.0444	0.2355	0.237
Si	0.1371	-0.0256	0.2409
Si	-0.0304	0.1378	0.1712
Si	-0.2135	0.0921	0.2972
Si	-0.0501	-0.0996	0.229
Si	-0.0017	-0.0207	0.3103
Si	-0.1539	-0.0303	0.2986
Si	-0.1257	0.1056	0.2169
Si	0.0621	0.1943	0.2374
Si	-0.0399	0.279	0.3243
Si	0.1538	0.0355	0.183
Si	-0.0842	-0.0505	0.3504
Si	-0.0221	0.0497	0.5215
Si	-0.0855	-0.2567	-0.1752
Si	-0.0572	0.061	0.3383
Si	-0.0374	0.3154	-0.0246
Si	0.4536	-0.0621	-0.0936
Si	-0.2179	-0.208	0.1171
Si	-0.3067	-0.2077	0.2629
Si	-0.1614	0.1473	0.0467
Si	0.0543	-0.2895	-0.0307
Si	0.0795	-0.4033	0.0732
Si	-0.0021	0.1014	0.038
Si	0.2727	0.286	0.1468
Si	0.0015	-0.2242	-0.0897
Si	-0.5065	0.3272	-0.0749
Si	0.2386	0.0628	-0.0166
Si	0.2353	-0.0797	-0.4021
Si	0.0645	-0.1912	-0.1395
Si	-0.204	0.0525	0.4441
Si	0.1926	0.0098	0.2325
Si	0.0505	0.0552	0.4763
Si	-0.102	-0.0866	0.4566
Si	0.0412	0.1142	0.3041
Si	0.1765	-0.132	-0.5337
Si	-0.2001	-0.1276	0.0197
Si	-0.0612	-0.1497	0.3568
Si	-0.0879	-0.0938	0.3778
Si	-0.0231	0.0888	0.3875
Si	-0.3712	0.1387	-0.0737
Si	0.2876	-0.1386	-0.1963
Si	-0.1362	0.0787	-0.4365
Si	0.1319	0.1043	-0.1098
Si	0.1671	-0.0014	-0.3711
Si	-0.2653	0.041	0.5659
Si	-0.1127	0.1729	0.001
Si	-0.0237	0.0671	0.3663
Si	-0.0218	-0.0273	-0.4217
Si	-0.0303	0.0587	0.0863
Si	0.1602	-0.1676	0.0843
Si	0.1089	-0.0016	0.4035
Si	0.1664	-0.0916	-0.467
Si	-0.0532	-0.1509	0.1825
Si	0.1952	-0.21	-0.283
Si	-0.3257	-0.0755	0.5296
Si	0.2751	0.0825	-0.1349
Si	0.2526	0.0081	-0.2159
Si	0.0341	-0.1832	0.2671
Si	-0.2024	-0.0427	-0.1693
Si	0.1394	-0.041	-0.2347
Si	0.0004	-0.1242	0.0721
Si	0.0339	0.0272	0.5807
Si	0.1342	0.0535	-0.4467
Si	-0.0015	-0.0763	-0.2663
Si	-0.0881	0.2084	-0.1664
Si	-0.071	-0.0919	0.4217
Si	-0.0467	0.0039	-0.2105
Si	0.196	-0.2379	-0.3764
Si	-0.2697	0.1786	0.2059
O	0.1398	0.0782	0.0903
O	-0.1983	0.3134	0.6688
O	-0.1123	-0.1465	0.4094
O	-0.2434	0.1702	0.2725
O	0.2961	-0.2856	0.091
O	-0.3328	-0.0899	0.1588
O	-0.0006	-0.0124	0.1188
O	-0.1125	-0.0792	-0.0624
O	0.0596	-0.2131	0.5172
O	0.4889	0.0925	0.3741
O	-0.2301	-0.0081	0.2612
O	-0.2136	-0.0067	0.5201
O	0.2805	-0.2806	0.387
O	0.0585	0.1143	-0.1596
O	0.4131	-0.3524	0.7223
O	0.0715	-0.2688	-0.1415
O	-0.1063	0.1201	-0.0718
O	0.0261	0.3085	0.5689
O	-0.1519	0.2298	-0.0528
O	-0.0397	0.2846	0.2055
O	-0.1748	0.4029	0.1907
O	-0.0571	-0.3371	0.388
O	-0.1306	-0.0607	0.3776
O	0.2096	-0.1042	0.3155
O	-0.1406	0.3924	0.2758
O	0.1443	-0.0242	0.0767
O	0.0025	0.1017	0.2508
O	-0.2431	0.0539	0.506
O	-0.0947	-0.3172	0.1612
O	-0.238	0.0916	0.4933
O	-0.1317	-0.2829	0.4377
O	-0.2428	0.0482	0.3793
O	-0.1257	0.3047	-0.3737
O	0.3004	-0.1269	-0.4689
O	0.0033	-0.1508	-0.125
O	0.0423	0.0429	-0.126
O	0.1543	-0.0999	-0.1382
O	0.3654	-0.0756	0.0425
O	0.0152	-0.2164	-0.4467
O	0.2009	-0.1678	-0.046
O	-0.0073	-0.0201	-0.0485
O	-0.2887	-0.233	-0.3252
O	-0.0064	-0.0453	-0.3649
O	-0.0664	0.3455	-0.0373
O	0.1338	-0.3202	-1.0939
O	0.0082	0.012	-0.2927
O	0.0401	-0.321	-0.3396
O	-0.1156	0.2803	0.2937
O	0.0224	-0.2818	-0.8315
O	-0.1173	0.2312	-0.206
O	0.0377	0.0287	0.1101
O	-0.0123	0.3371	-0.4802
O	0.3117	-0.5867	-0.2448
O	-0.5674	-0.4353	-0.786
O	-0.1535	0.0674	-0.2046
O	-0.1616	0.3095	-0.1596
O	-0.1364	0.1127	-0.3856
O	0.1647	-0.1581	-0.1916
O	-0.1009	-0.1796	-0.0457
O	-0.0656	0.0398	-0.443
O	-0.1402	-0.1464	-0.035
O	0.2049	-0.221	-0.0152
O	0.1079	-0.1579	0.1405
O	-0.1395	0.2915	-0.4888
O	-0.2194	-0.204	0.0771
O	0.1686	0.2575	-0.1534
O	-0.0639	-0.131	-0.3987
O	0.0899	-0.1307	-0.2407
O	0.0765	-0.1117	0.0362
O	-0.2712	0.3929	-0.2226
O	-0.003	-0.0274	0.1472
O	-0.1146	0.2819	-0.0963
O	0.0975	-0.0072	0.0215
O	0.1472	-0.2202	-0.3422
O	0.0549	-0.0732	-0.2199
O	0.0403	-0.0054	-0.3907
O	-0.061	-0.0025	-0.1831
O	0.084	-0.0225	-0.1663
O	-0.3599	-0.2521	-0.1843
O	-0.0048	0.2082	0.0667
O	-0.0352	-0.0604	-0.3579
O	0.1934	0.3623	-0.4979
O	0.2044	0.1528	-0.131
O	-0.1898	0.1975	-0.3745
O	-0.1353	0.315	0.2095
O	0.3123	0.2016	0.075
O	0.2878	0.0969	0.1151
O	0.0348	-0.185	0.1961
O	0.0356	-0.0171	0.2411
O	-0.4425	0.0378	0.1808
O	0.264	-0.1618	-0.1992
O	-0.237	0.1338	0.1505
O	0.0407	0.1814	-0.1442
O	-0.1138	-0.2675	0.7191
O	0.0957	0.0148	0.0759
O	0.0814	0.2408	-0.0622
O	-0.0027	-0.1098	-0.1368
O	-0.1945	-0.0391	-0.037
O	0.0943	0.3141	0.0332
O	-0.2091	-0.245	-0.079
O	-0.1159	0.0327	0.0651
O	0.4393	-0.2459	0.2727
O	0.059	0.0379	0.2158
O	0.0578	-0.2023	-0.5138
O	0.2754	-0.149	0.4077
O	0.0461	0.2582	0.2199
O	-0.1608	-0.0486	0.4573
O	-0.0397	0.0591	0.1804
O	-0.1084	0.2606	-0.1811
O	-0.1255	0.0112	0.4553
O	-0.0344	-0.1075	-0.0967
O	0.0258	-0.4041	0.3922
O	0.2128	-0.1082	0.3605
O	-0.1022	0.07	-0.4217
O	0.0029	-0.2607	0.0885
O	0.0791	-0.1496	0.1832
Si	-0.0282	0.0214	0.0083
Si	0.0269	-0.0305	-0.0325
Si	-0.0835	-0.0467	-0.0085
Si	0.0052	0.0401	0.0002
Si	-0.0535	-0.043	0.0132
Si	0.078	-0.0031	0.027
Si	0.051	0.04	-0.0707
Si	-0.0097	-0.0027	-0.0315
Si	-0.0533	-0.027	-0.0543
Si	0.0267	-0.0307	-0.0405
Si	-0.0206	0.0413	-0.0242
Si	0.0022	0.0058	-0.0841
Si	-0.0293	-0.0232	0.0225
Si	0.0354	-0.0055	-0.001
Si	0.0199	0.0055	-0.0151
Si	0.0297	-0.014	-0.058
Si	-0.0024	-0.0406	-0.0797
Si	-0.0334	-0.04	-0.0073
Si	-0.0312	0.0196	0.0154
Si	-0.0253	0.0341	-0.0084
Si	0.0482	-0.0216	-0.0008
Si	-0.0417	0.0047	0.0007
Si	-0.008	0.0121	-0.0166
Si	-0.0472	-0.0103	0.0088
Si	-0.0215	0.0274	0.0501
Si	0.0221	-0.0025	0
Si	0.002	-0.0028	-0.0369
Si	-0.038	0.0477	0.0094
Si	-0.0434	0.0132	0.016
Si	0.0734	-0.0169	0.0142
Si	-0.0032	0.0186	-0.0401
Si	-0.0169	0.0506	0.0074
Si	-0.0442	0.0271	0.0096
Si	0.0288	0.0148	0.0221
Si	0.024	0.0639	0.0144
Si	0.0232	-0.0125	-0.014
Si	-0.0079	-0.0421	0.0143
Si	0.0272	0.0103	0.0017
Si	-0.018	0.0003	-0.0065
Si	0.0003	-0.0406	0.0061
Si	-0.0055	-0.0088	0.0112
Si	0.0353	0.0037	0
Si	0.023	-0.0248	0.0005
Si	-0.0127	0.0153	-0.015
Si	-0.013	-0.0263	0.0009
Si	0.005	-0.0157	0.0084
Si	0.0064	0.0081	-0.0112
Si	0.0228	-0.011	0.0005
Si	0.0041	-0.0009	0.0133
Si	0.0077	-0.0141	0.0066
Si	0.0234	-0.0322	0.0034
Si	0.0251	-0.0209	-0.0004
Si	-0.0199	-0.0257	0.0126
Si	-0.0084	-0.0309	0.0006
Si	-0.0082	0.03	-0.0006
Si	-0.0471	0.012	0.0135
Si	0.003	0.0024	0.0033
Si	-0.0242	-0.002	-0.0031
Si	-0.0169	0.0138	-0.0071
Si	-0.0023	0.0225	-0.0034
Si	-0.0083	0.0103	-0.009
Si	0.0018	-0.0175	-0.0031
Si	-0.0261	0.0068	-0.0071
Si	-0.0057	0.0403	-0.0065
Si	-0.0007	0.0154	-0.0051
Si	0.001	0.016	0.0104
Si	-0.0044	0.0168	-0.0039
Si	0.0195	0.0346	0.004
Si	0.0084	0.0158	0.0018
Si	-0.0001	-0.002	0.015
Si	0.0065	0.0179	-0.0081
Si	-0.0086	0.0171	0.0001
